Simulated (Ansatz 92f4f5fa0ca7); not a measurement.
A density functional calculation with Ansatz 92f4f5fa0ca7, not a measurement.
Periodic cell of 220 atoms, Si132O88, from a study of silicon, its oxide and their interface. The atomic structure is a simulated model.
Doubt: the cutoff is far below the 930 eV that the study's wrapper takes by default for these files, so forces and energies are approximate.
This geometry differs little from another in the collection (a relaxation step or a small displacement).

Settings: functional PBE; potential files Ansatz PAW; basis plane waves; wave-function cutoff 580 eV; density cutoff ratio 5; exchange-correlation grid ratio 1; k mesh 1 x 1 x 1, Gamma-centred; self-consistency stop 5e-08 eV per atom in the density residual; occupations fixed; spin none; net charge 0.

Cell vectors (angstrom)
a, 10.938, 0, 0
b, 0, 10.938, 0
c, 0, 0, 32.6773

Atoms and the computed forces on them: element, x, y, z (angstrom), force x, y, z (eV/angstrom)
Si, -0.0701, 0.927, 24.7997, 0.0091, 0.0092, 0.0239
Si, 5.6051, -0.2358, 25.2384, -0.0168, -0.0081, -0.0478
Si, 2.5385, 3.2471, 25.2319, 0.1216, 0.0116, 0.1845
Si, 8.1678, 2.6127, 25.0075, -0.0206, -0.0419, -0.0727
Si, 0.1317, 5.3043, 25.0821, -0.0158, -0.0059, -0.0679
Si, 5.1513, 6.0319, 25.3519, 0.0211, -0.06, 0.0816
Si, 2.7724, 8.1464, 25.3454, 0.0107, 0.0005, -0.0436
Si, 7.813, 8.4578, 25.2494, 0.0154, -0.0217, 0.1055
Si, 1.3496, 1.6612, 26.5146, -0.0155, 0.009, -0.0315
Si, 6.797, 1.3754, 26.4878, 0.0102, 0.0261, 0.0252
Si, 4.1134, 4.2992, 26.5744, -0.0416, -0.0118, -0.0738
Si, 9.4143, 4.1725, 26.3666, -0.0068, 0.0277, 0.0439
Si, 1.2378, 6.8486, 26.5281, -0.0246, 0.043, 0.0415
Si, 6.7536, 6.9955, 26.7115, 0.019, 0.0268, -0.0406
Si, 4.0004, 9.6686, 26.6029, -0.0164, 0.0448, 0.0299
Si, 9.5053, 9.5803, 26.4324, -0.0283, -0.0219, -0.0093
Si, 2.6271, 0.1291, 27.8744, -0.0038, -0.0012, 0.0025
Si, 8.1934, 0.0326, 27.8657, 0.0162, -0.002, 0.0138
Si, -0.1268, 2.8648, 27.878, 0.0227, -0.0389, 0.0034
Si, 5.4386, 2.7754, 27.856, -0.0131, 0.0154, 0.0089
Si, 2.6639, 5.5479, 27.9293, 0.0477, -0.027, 0.0181
Si, 8.1649, 5.5158, 27.8778, -0.0296, 0.0089, 0.003
Si, -0.077, 8.247, 27.8753, -0.0078, 0.0089, -0.0063
Si, 5.3547, 8.3228, 27.995, 0.0143, -0.0347, 0.0243
Si, 4.1018, 1.3673, 29.259, -0.1711, 0.3283, -0.183
Si, 9.5708, 1.3673, 29.259, -0.0819, 0.2099, -0.1
Si, 1.3673, 4.1018, 29.259, -0.3902, 0.2305, 0.0924
Si, 6.8362, 4.1018, 29.259, -0.0195, -0.0028, -0.1885
Si, 4.1018, 6.8362, 29.259, -0.4001, 0.2029, 0.5488
Si, 9.5708, 6.8362, 29.259, -0.1566, 0.053, -0.013
Si, 1.3673, 9.5708, 29.259, -0.2374, 0.2064, -0.2926
Si, 6.8362, 9.5708, 29.259, 0.1228, 0.4024, 0.2815
Si, 0, 0, 30.6263, 0.0439, -0.0456, -0.0162
Si, 5.469, 0, 30.6263, 0.1585, 0.0206, 0.0165
Si, 2.7345, 2.7345, 30.6263, 0.0688, -0.09, -0.0454
Si, 8.2035, 2.7345, 30.6263, 0.0313, -0.0865, 0.0001
Si, 0, 5.469, 30.6263, 0.1601, -0.011, 0.0396
Si, 5.469, 5.469, 30.6263, 0.0022, -0.0361, -0.0319
Si, 2.7345, 8.2035, 30.6263, 0.1318, -0.0922, 0.0412
Si, 8.2035, 8.2035, 30.6263, -0.0116, -0.0717, -0.0204
Si, 1.3673, 1.3673, 31.9935, -0.0147, 0.0516, -0.0108
Si, 6.8362, 1.3673, 31.9935, -0.081, 0.1065, -0.0078
Si, 4.1018, 4.1018, 31.9935, -0.0905, 0.0452, -0.0088
Si, 9.5708, 4.1018, 31.9935, -0.0432, 0.0341, -0.0334
Si, 1.3673, 6.8362, 31.9935, -0.119, 0.0931, 0.0002
Si, 6.8362, 6.8362, 31.9935, -0.0299, 0.0622, -0.0052
Si, 4.1018, 9.5708, 31.9935, -0.0764, 0.0247, -0.0346
Si, 9.5708, 9.5708, 31.9935, -0.0555, 0.0295, -0.0172
Si, 2.7345, 0, 0.6835, 0.1016, -0.0563, 0.0471
Si, 8.2035, 0, 0.6835, 0.027, -0.0393, 0.0036
Si, 0, 2.7345, 0.6835, 0.0627, -0.0522, 0.0025
Si, 5.469, 2.7345, 0.6835, 0.0855, -0.1098, 0.0169
Si, 2.7345, 5.469, 0.6835, 0.1031, -0.0073, 0.0128
Si, 8.2035, 5.469, 0.6835, 0.0275, -0.0836, 0.0364
Si, 0, 8.2035, 0.6835, 0.1211, -0.0589, -0.0062
Si, 5.469, 8.2035, 0.6835, -0.0138, -0.0273, 0.0126
Si, 4.1018, 1.3673, 2.0507, -0.0573, 0.1836, -0.026
Si, 9.5708, 1.3673, 2.0507, -0.082, 0.0546, -0.0202
Si, 1.3673, 4.1018, 2.0507, -0.1117, -0.0943, -0.0049
Si, 6.8362, 4.1018, 2.0507, -0.0379, 0.1277, 0.0429
Si, 4.1018, 6.8362, 2.0507, -0.063, 0.0257, -0.0408
Si, 9.5708, 6.8362, 2.0507, 0.0158, 0.1708, 0.0306
Si, 1.3673, 9.5708, 2.0507, -0.2432, -0.1159, 0.0163
Si, 6.8362, 9.5708, 2.0507, -0.0177, 0.0553, -0.0116
Si, 0, 0, 3.418, -0.3461, -0.7085, 0.0009
Si, 5.469, 0, 3.418, 0.4179, -0.1388, 0.2513
Si, 2.7345, 2.7345, 3.418, 0.1147, -0.3135, -0.7914
Si, 8.2035, 2.7345, 3.418, 0.5532, -0.1079, -0.0828
Si, 0, 5.469, 3.418, 0.0357, -0.1737, 0.5106
Si, 5.469, 5.469, 3.418, 0.3573, 0.2785, -0.2334
Si, 2.7345, 8.2035, 3.418, -0.2394, -0.6162, -0.2048
Si, 8.2035, 8.2035, 3.418, 0.3729, 0.0497, 0.2142
Si, 1.465, 1.2439, 4.6758, -0.0233, 0.0128, -0.017
Si, 6.9929, 1.298, 4.7945, 0.009, 0.0047, -0.0093
Si, 4.1396, 4.0547, 4.6743, -0.0023, 0.018, -0.0094
Si, 9.6269, 4.0231, 4.8495, -0.0033, 0.0039, -0.007
Si, 1.4338, 6.7453, 4.8573, -0.013, 0.0074, 0.0038
Si, 6.9282, 6.7985, 4.798, -0.0083, 0.0155, -0.0021
Si, 4.1582, 9.4466, 4.723, -0.0024, -0.0014, -0.0035
Si, 9.6033, 9.4842, 4.9237, -0.0155, 0.0064, 0.0019
Si, 2.7339, -0.2022, 6.0222, 0.0369, 0.0035, -0.0225
Si, 8.3078, 0.0105, 6.3783, 0.0071, 0.0008, 0.0196
Si, 0.2203, 2.5816, 6.07, 0.0131, -0.0316, 0.0393
Si, 5.5463, 2.7135, 5.9386, 0.015, -0.009, -0.0004
Si, 2.8669, 5.2999, 6.1773, -0.0091, -0.0422, 0.0309
Si, 8.1185, 5.2844, 6.2336, 0.0151, 0.0038, 0.0069
Si, 0.1055, 8.0539, 6.3362, 0.0183, -0.0086, -0.0319
Si, 5.5318, 8.1558, 6.1248, -0.0105, -0.0229, 0.031
Si, 4.1907, 1.2414, 7.0569, 0.0106, -0.0162, -0.0024
Si, 10.1859, 1.0697, 7.5965, -0.0244, 0.0072, -0.0864
Si, 2.0055, 3.431, 7.4207, -0.0168, 0.0829, -0.1159
Si, 6.2989, 4.3609, 7.4164, -0.0538, 0.0184, -0.018
Si, 4.6301, 6.2937, 7.3477, 0.0504, -0.0044, -0.0268
Si, 9.2874, 6.0238, 8.1393, 0.0118, 0.0139, 0.016
Si, 1.3552, 9.601, 7.5845, -0.0169, -0.0043, 0.0354
Si, 6.4047, 9.9572, 7.4575, 0.0212, -0.0297, -0.0447
O, 1.3436, 4.2457, 24.6261, -0.0419, 0.0235, -0.0471
O, 6.7092, 9.5788, 24.7151, -0.0159, 0.0227, -0.0237
O, 3.1668, 2.3074, 7.8539, 0.0053, -0.011, 0.0495
O, 8.3897, 6.7638, 9.2981, 0.0043, -0.0038, -0.0049
O, 4.0161, 6.7999, 8.7972, -0.0155, 0.0119, 0.0004
O, 0.2663, -0.1667, 8.0929, 0.0242, -0.0151, 0.0219
O, 3.9315, 7.0534, 24.9308, -0.0267, 0.0221, -0.0161
O, 10.4621, -0.5848, 25.299, 0.0219, -0.0031, -0.0133
O, -0.5362, 7.085, 7.5533, -0.0258, -0.0262, 0.0254
O, 1.3312, 3.7473, 8.8833, -0.0072, -0.0026, 0.0309
O, 10.0106, 2.0657, 8.9208, 0.0056, 0.0172, 0.0315
O, 6.6218, 7.6763, 10.9902, 0.0065, -0.0024, -0.0024
O, 5.2667, 0.2008, 7.8415, -0.0147, 0.0264, 0.0311
O, 2.1582, 8.8362, 8.8382, 0.0125, -0.0062, -0.0049
O, 6.7962, 3.6487, 8.8511, 0.0117, -0.0141, 0.0309
O, 8.9845, 6.8065, 11.9395, 0.0071, 0.0044, 0.0047
O, 3.4605, 2.667, 23.9987, 0.0187, -0.0187, -0.0601
O, 4.8681, 0.3533, 23.8854, 0.0108, 0.0061, 0.0218
O, 9.4586, 1.7201, 24.4607, -0.0214, 0.0232, 0.0135
O, 10.3783, 5.9284, 23.7, 0.0013, 0.0086, 0.0175
O, 8.292, 7.5912, 23.9379, 0.0238, -0.0208, -0.0335
O, 2.1499, 8.8872, 24.0039, -0.013, -0.0008, 0.0038
O, 5.8888, 5.7724, 23.9118, -0.0048, 0.0076, -0.015
O, 0.8107, 11.9688, 23.4229, 0.0023, -0.0056, -0.0029
Si, 3.2614, 7.9389, 9.6852, 0.0025, -0.0031, 0.0092
Si, 13.0052, 5.0188, 19.0053, 0.0027, 0.0022, -0.0041
Si, 6.5906, 3.6328, 10.4757, 0.0182, 0.0078, -0.009
Si, 4.2897, 1.6286, 23.0293, -0.0181, 0.0012, 0.015
Si, 7.1053, 2.9661, 17.1757, 0.0015, 0.0001, 0.0044
Si, 12.4732, 0.7154, 21.9904, 0.0161, 0.0088, -0.0006
Si, 6.7179, 8.4449, 18.1881, 0.0088, 0.0003, -0.0004
Si, 14.6872, 9.2734, 19.0347, -0.0015, 0.0009, -0.0051
Si, 8.7452, 4.9649, 15.387, -0.0008, 0.0014, 0.0031
Si, 7.8182, 6.6326, 20.5677, 0.0042, 0.0036, -0.002
Si, 4.0038, 3.5164, 16.998, 0.0034, -0.0013, 0.0039
Si, 8.8721, 7.4111, 13.4576, -0.0001, 0.0001, 0.0001
Si, 11.7637, 7.7981, 14.5644, 0.0014, 0.0004, 0.0088
Si, 4.4498, 5.1028, 14.269, 0.0025, -0.0002, 0.0031
Si, 7.8142, 6.5461, 10.8131, -0.011, -0.0022, 0.0015
Si, 1.1749, 8.7471, 22.6947, -0.01, 0.0253, -0.0031
Si, 7.2167, -1.0625, 14.1516, 0.0017, 0.0005, 0.0021
Si, 6.0373, -1.8778, 10.3147, -0.0006, -0.0087, -0.0076
Si, 16.4224, 7.675, 15.4561, 0.0011, -0.0018, 0.002
Si, 6.2205, 2.9247, 22.3563, -0.0034, 0.0291, 0.009
Si, 13.1738, 6.4926, 12.3625, -0.0021, 0.0059, -0.0052
Si, 12.1211, 3.6359, 12.145, -0.0112, 0, 0.0008
Si, 8.1217, 10.938, 16.8751, 0.0012, 0.0017, 0.0031
Si, 5.4698, -5.0547, 22.3444, 0.0106, -0.0423, -0.0053
Si, 6.303, 0.9034, 11.9257, 0.0091, -0.0014, 0.004
Si, 0.0301, 3.0678, 14.911, 0.001, 0.0024, 0.0051
Si, -0.0443, 1.1569, 17.2461, 0.0013, -0.0008, 0.0038
Si, 2.9756, 11.4728, 17.3703, -0.0006, 0.0028, 0.0021
Si, 13.7953, 8.9384, 16.3225, -0.0012, -0.0004, 0.0014
Si, 9.5957, 7.2218, 23.0382, -0.0214, 0.0051, -0.0049
Si, 8.182, -7.4599, 20.0941, -0.0058, -0.0111, -0.0073
Si, 10.7636, 3.4389, 9.4408, -0.0033, -0.0054, 0.0101
Si, 0.2153, 2.7503, 19.9145, -0.0012, -0.0096, -0.001
Si, 11.3689, -5.5027, 16.5091, 0.0061, -0.0015, 0.0029
Si, 2.9787, 7.2064, 21.0646, 0.0043, 0.0009, -0.0106
Si, 15.234, 3.03, 12.0646, 0.0053, -0.0001, 0.0061
O, 12.3644, 8.9572, 15.5352, -0.0014, -0.0007, -0.0036
O, 11.8185, -6.9856, 15.9951, 0.0009, 0.0085, 0.0042
O, 9.8898, 4.7278, 8.9578, -0.002, 0.0048, -0.0127
O, 4.9168, 3.8009, 13.3866, -0.0013, 0.0024, 0.0001
O, 6.9138, 0.3416, 13.3516, 0.0022, -0.0034, 0.0031
O, 3.4029, 8.6884, 20.5099, 0.0011, 0.0008, 0.0078
O, -1.3236, 0.1898, 17.5038, 0.0021, 0.0028, 0.0013
O, 6.7615, 9.1791, 8.8571, 0.0025, 0.0007, 0.0113
O, 7.3012, 4.9986, 11.054, -0.0043, -0.004, -0.0023
O, -3.8461, 2.2046, 11.2054, -0.0047, -0.0051, 0.0022
O, 3.254, -6.6713, 18.2113, -0.0027, 0.0015, 0.0033
O, 7.4013, -1.0475, 17.8897, -0.0003, -0.0032, 0.0038
O, 5.277, 8.785, 18.8289, 0.0015, 0.0009, 0.0039
O, 3.1414, 12.0115, 21.988, -0.0084, -0.0055, 0.0003
O, 12.2495, 10.0619, 21.752, -0.0027, -0.0111, 0.0072
O, 3.3538, 12.9626, 16.8821, 0.001, 0.0023, 0.0003
O, 11.9898, 6.416, 15.3818, -0.0009, 0.0028, 0.0036
O, 9.1353, 6.9774, 21.4853, -0.0036, -0.0012, -0.0031
O, 5.493, 4.3238, 21.8738, -0.0117, 0.0125, 0.0079
O, 5.5799, 6.2257, 14.6799, -0.0002, -0.0002, 0.0003
O, 5.5443, 3.2865, 17.4455, -0.0032, 0.0017, 0.001
O, 10.5598, -2.4065, 23.1073, 0.0165, -0.0082, 0.0076
O, 7.957, 3.0431, 18.5503, 0.0036, 0.0019, 0.0034
O, 14.5462, -0.0233, 18.8064, 0.0011, 0.0014, 0.004
O, 1.2695, -6.9435, 19.989, 0.0027, -0.0004, 0.0057
O, 12.5733, 7.77, 13.1619, 0, 0.0033, -0.0002
O, 9.7368, 5.5628, 16.5578, 0.0032, 0.0013, 0.0002
O, 1.1493, 5.2723, 12.2457, 0.0038, 0.0009, 0.001
O, 10.2131, 7.9841, 14.1715, 0.0024, 0, -0.0012
O, 18.8525, 5.0764, 20.1336, 0.0022, 0.006, 0.006
O, -4.4384, 6.8137, 21.5015, 0.0075, 0.0118, -0.0013
O, 4.4055, 8.9557, 10.2549, -0.0054, 0.0012, -0.0025
O, -0.2325, 1.6692, 15.6965, 0.0011, 0.002, -0.0022
O, 7.9813, 8.7566, 13.2556, 0.0001, 0.004, -0.0007
O, 13.6572, 8.608, 17.9285, 0.0032, 0.0005, 0.0091
O, -6.9169, 6.5658, 22.1257, -0.0061, 0.0084, 0.0054
O, 17.3706, 7.5928, 16.8034, 0.0004, 0.0025, 0.0015
O, 9.7178, 3.1782, 20.5462, 0.0102, 0.0013, 0.0048
O, 1.0132, 5.7298, 17.9831, 0.0006, -0.0012, -0.0039
O, 0.8237, 12.4474, 20.7671, -0.0082, 0.0138, -0.0054
O, 3.8806, -3.112, 15.7311, 0.0022, 0.0008, 0.0006
O, 5.8812, -1.8942, 14.6388, -0.0004, 0.0004, 0.0008
O, 8.1817, -0.6841, 15.4027, 0.0003, 0.0022, 0.0004
O, 3.4559, 5.9009, 13.2553, 0.0043, -0.0018, 0.0028
O, 7.6452, 7.5818, 19.2374, -0.0034, 0.0063, -0.0005
O, 4.775, 1.4603, 12.1705, -0.007, 0.0059, -0.0001
O, 7.2148, 3.0504, 23.7011, 0.0071, -0.0089, 0.0307
O, 7.5493, -6.8241, 16.0891, 0.0005, 0.0038, -0.002
O, 10.9131, 2.3665, 18.3436, 0.0012, 0.0027, 0.0047
O, 4.9814, 3.7235, 10.7494, -0.003, -0.0003, 0.0069
O, 6.3461, -0.4457, 11.0201, 0.0023, 0.0122, -0.0014
O, 13.6357, 3.1237, 11.8229, 0.0057, 0.0004, -0.0034
O, 7.206, -8.347, 21.0768, 0.0122, -0.0095, -0.0094
O, 14.439, 10.4425, 16.2025, 0.0006, 0.0013, 0.0043
O, 12.2906, 0.3628, 17.4532, 0.0048, 0.0002, 0.0015
O, 8.2854, 6.2091, 14.4279, 0.0015, 0.0017, 0.0016
O, 7.3201, 1.4213, 16.6762, 0.0011, 0.0006, 0.0003
O, 9.6019, 3.8757, 14.5065, -0.0005, 0.0012, -0.0006
O, 14.7931, 4.4289, 15.6466, 0.0015, 0.0021, 0.0008
O, 2.5919, 7.083, 10.8951, -0.0038, -0.0011, 0.0076
O, 10.9752, 3.2508, 11.0471, 0.0102, -0.0002, 0.0131
O, 11.7699, 2.8469, 13.5288, -0.0002, 0.0001, 0.0042
O, 13.7362, -4.765, 19.8496, -0.0021, -0.0044, 0.0034
O, 1.574, 7.414, 21.8502, 0.004, -0.0133, 0.0021

Results
free energy: -133961.297 eV
free energy less fixed offsets of O -568.88, Si -635.61 eV per atom: 0.663 eV

The program warned: the cutoff lies below the one the program advises for these potential files; the forces do not sum to zero within the program's tolerance; the exchange-correlation potential is rough where the density is thin.
